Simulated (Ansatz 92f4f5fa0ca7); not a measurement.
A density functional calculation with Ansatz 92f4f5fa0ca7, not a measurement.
Periodic cell of 226 atoms, Si133O92B1, from a study of silicon, its oxide and their interface. The atomic structure is a simulated model.
Doubt: the cutoff is far below the 930 eV that the study's wrapper takes by default for these files, so forces and energies are approximate.
This geometry differs little from another in the collection (a relaxation step or a small displacement).

Settings: functional PBE; potential files Ansatz PAW; basis plane waves; wave-function cutoff 580 eV; density cutoff ratio 5; exchange-correlation grid ratio 1; k mesh 1 x 1 x 1, Gamma-centred; self-consistency stop 5e-08 eV per atom in the density residual; occupations fixed; spin none; net charge -1 e, with a uniform compensating background and no finite-size correction.

Cell vectors (angstrom)
a, 10.938, 0, 0
b, 0, 10.938, 0
c, 0, 0, 31.9494

Atoms: element, x, y, z (angstrom)
Si, 10.6241, 0.0003, 24.4265
Si, 5.0705, 0.1274, 24.6707
Si, 2.8141, 2.2946, 24.5409
Si, 8.5665, 2.4352, 24.5705
Si, 10.7007, 5.5864, 24.3434
Si, 5.1549, 5.6145, 24.4601
Si, 2.9843, 7.9521, 24.4152
Si, 8.4111, 7.8307, 24.4279
Si, 1.2869, 1.1324, 25.8531
Si, 6.8103, 1.3298, 25.7484
Si, 3.979, 4.0123, 25.7417
Si, 9.6812, 4.0225, 25.8626
Si, 1.332, 6.7948, 25.6781
Si, 6.7984, 6.724, 25.7654
Si, 3.9966, 9.4685, 25.9646
Si, 9.4783, 9.4409, 25.8108
Si, 2.6309, -0.133, 27.3048
Si, 8.1347, -0.0646, 27.1574
Si, 0.0715, 2.6564, 27.2275
Si, 5.4465, 2.7223, 27.1242
Si, 2.6607, 5.4188, 27.1225
Si, 8.1875, 5.3714, 27.1504
Si, 0.0058, 8.1527, 27.1459
Si, 5.5047, 8.1445, 27.1979
Si, 4.0817, 1.3297, 28.5141
Si, 9.5373, 1.3187, 28.5243
Si, 1.3822, 4.0709, 28.583
Si, 6.8015, 4.0625, 28.54
Si, 4.0737, 6.7796, 28.5071
Si, 9.5542, 6.7827, 28.5034
Si, 1.2852, 9.4811, 28.6461
Si, 6.8185, 9.541, 28.5807
Si, -0.0501, -0.0188, 29.952
Si, 5.446, -0.0094, 29.9202
Si, 2.766, 2.7192, 29.9193
Si, 8.1796, 2.7067, 29.8965
Si, -0.021, 5.4434, 29.9171
Si, 5.4508, 5.4507, 29.9073
Si, 2.7289, 8.1455, 29.9323
Si, 8.2176, 8.1796, 29.9029
Si, 1.3598, 1.3804, 31.2729
Si, 6.8179, 1.3729, 31.287
Si, 4.1077, 4.0917, 31.3
Si, 9.5385, 4.087, 31.2798
Si, 1.3508, 6.815, 31.3047
Si, 6.821, 6.8473, 31.2675
Si, 4.0787, 9.5636, 31.2861
Si, 9.5438, 9.5509, 31.3161
Si, 2.7283, 0.0245, 0.7007
Si, 8.1977, 0.0269, 0.7036
Si, 0.0038, 2.757, 0.7072
Si, 5.4795, 2.7584, 0.7326
Si, 2.7395, 5.4694, 0.7125
Si, 8.1999, 5.5025, 0.6944
Si, 0.0074, 8.2188, 0.7375
Si, 5.4728, 8.2305, 0.7128
Si, 4.0919, 1.3959, 2.0869
Si, 9.5965, 1.373, 2.0749
Si, 1.3451, 4.156, 2.0873
Si, 6.8322, 4.171, 2.0779
Si, 4.0925, 6.8654, 2.0757
Si, 9.5712, 6.8537, 2.1006
Si, 1.3615, 9.6341, 2.0925
Si, 6.8339, 9.6321, 2.0732
Si, 0.0105, 0.0402, 3.5229
Si, 5.4747, 0.0495, 3.4663
Si, 2.7009, 2.7791, 3.4274
Si, 8.2596, 2.8162, 3.3686
Si, 0.0177, 5.5265, 3.5137
Si, 5.4779, 5.5514, 3.4758
Si, 2.7152, 8.2475, 3.4264
Si, 8.2325, 8.2982, 3.4205
Si, 1.3633, 1.4772, 4.8821
Si, 6.9056, 1.4938, 4.7238
Si, 4.0433, 4.1687, 4.776
Si, 9.5611, 4.1357, 4.8368
Si, 1.3239, 7.0102, 4.8829
Si, 6.8831, 6.9784, 4.796
Si, 4.0833, 9.5881, 4.7985
Si, 9.6302, 9.5489, 4.8969
Si, 2.7491, 0.0426, 6.1541
Si, 8.2897, 0.1342, 6.0828
Si, -0.0012, 2.8451, 6.33
Si, 5.5402, 2.8819, 6.063
Si, 2.7215, 5.6127, 6.1457
Si, 8.4087, 5.7525, 6.1026
Si, -0.0706, 8.1834, 6.4869
Si, 5.4974, 8.3222, 6.2198
Si, 4.4308, 1.2196, 7.3161
Si, 9.8136, 1.1565, 7.6139
Si, 1.0773, 4.617, 7.5285
Si, 6.703, 4.6119, 7.2065
Si, 4.3235, 6.7118, 7.521
B, 9.7698, 6.619, 7.5789
Si, 1.2466, 9.8947, 7.6806
Si, 6.7146, 9.9878, 7.4085
O, 9.583, 1.239, 23.9818
O, 4.1025, 6.8028, 23.9453
O, 4.0044, 1.2412, 24.0353
O, 9.5288, 6.6999, 23.8973
O, -0.1241, 5.6563, 7.9879
O, 5.5715, 0.1605, 7.9273
O, 0.0697, 0.0906, 8.1306
O, 5.5373, 5.6233, 7.8541
O, 7.5634, 3.9362, 8.425
O, 8.8661, 7.0329, 8.6602
O, 2.1922, 9.4642, 9.0298
O, 8.8934, 1.6685, 8.9271
O, 7.6442, 9.4477, 8.6655
O, 3.5758, 1.9081, 8.5435
O, 3.5838, 7.2114, 8.9384
O, 1.998, 4.0958, 8.833
O, 8.142, 3.4838, 23.3557
O, 0.4398, 4.9276, 22.9536
O, 1.898, 2.7383, 23.2424
O, 5.833, 4.9097, 23.1224
O, 5.5162, 10.0028, 23.4943
O, 2.4434, 8.686, 23.023
O, 0.1887, 10.0675, 23.0853
O, 7.7774, 8.5743, 23.0811
Si, 8.6657, 7.6987, 18.4351
Si, 8.7957, 6.3566, 13.6148
Si, 3.8146, 1.5213, 14.6754
Si, 2.1424, 5.737, 17.6129
Si, 2.416, 3.139, 19.4923
Si, 9.8266, 9.014, 12.0343
Si, 1.33, 9.4163, 22.0816
Si, 9.1919, 0.9489, 13.1671
Si, 1.4234, 5.0511, 13.0086
Si, 1.8088, 8.2506, 12.7897
Si, 6.6485, 9.5577, 22.4311
Si, 4.5349, 4.589, 15.6724
Si, 8.1944, 3.0097, 9.5644
Si, 0.8507, 8.2393, 19.2574
Si, 6.954, 1.3493, 21.0883
Si, 8.3006, 8.2489, 9.5673
Si, 10.8898, 5.207, 15.5925
Si, 7.5768, 9.4949, 16.2955
Si, 9.9335, 2.0537, 20.2869
Si, 3.2343, 8.5152, 9.8877
Si, 6.6956, 3.352, 17.3995
Si, 1.1687, 0.2028, 19.8009
Si, 3.2204, 2.8089, 12.2587
Si, 7.2209, 5.3958, 19.6827
Si, 5.8163, 8.6266, 11.4621
Si, 5.8074, 6.062, 13.1726
Si, 4.6454, 9.707, 17.6086
Si, 1.017, 3.5947, 22.1778
Si, 4.901, 1.4826, 18.7972
Si, 3.1453, 3.1483, 9.4855
Si, 6.4752, 10.7843, 13.7345
Si, 10.3608, 0.1144, 15.9489
Si, 5.6471, 3.6463, 11.1255
Si, 9.8403, 3.8906, 11.8872
Si, 2.3588, 9.9204, 15.5238
Si, 6.0858, 8.1287, 19.7961
Si, 6.9358, 3.9728, 22.3791
Si, 9.7567, 2.7762, 17.3509
O, 7.2075, 6.368, 13.9681
O, 1.8914, 7.0505, 18.6687
O, 10.2884, 4.0381, 16.5144
O, 6.1775, 9.9634, 17.0381
O, 10.1646, 0.6926, 14.4461
O, 8.4512, 6.1177, 18.8578
O, 5.1768, 0.648, 14.3549
O, 5.7191, 2.0592, 17.5198
O, 8.3483, 1.9379, 20.537
O, 1.9972, 4.2936, 18.4006
O, 6.9448, 2.7824, 10.6229
O, 4.8541, 2.6901, 12.1875
O, 6.0313, 4.3918, 16.3335
O, 4.5257, 3.9571, 9.945
O, 10.6898, 2.7693, 21.5451
O, 9.7301, 6.172, 14.9606
O, 6.014, 6.4923, 19.8368
O, 4.0903, 0.1689, 18.2713
O, 9.2818, 10.5407, 12.2477
O, 2.8532, 4.3475, 12.7036
O, 1.9106, 10.6981, 21.2092
O, 3.9944, 2.7167, 19.3855
O, 0.7488, 10.0501, 15.9567
O, 1.2839, 9.7979, 18.8329
O, 1.715, 1.6585, 19.2715
O, 8.9516, 10.3816, 16.4747
O, 4.8889, 8.5864, 18.7799
O, 9.5979, 8.7386, 10.4514
O, 6.7472, 4.0942, 18.8468
O, 2.8335, 1.7068, 13.3714
O, 5.8331, 8.7782, 21.2585
O, 2.512, 2.4683, 10.8416
O, 7.6145, 4.8486, 21.17
O, 5.26, 7.4616, 12.5015
O, 0.4398, 9.0528, 12.4835
O, 7.6013, 1.0323, 13.5578
O, 7.1132, 9.6135, 14.7271
O, 8.9895, 5.0129, 12.7083
O, 8.0964, 8.0364, 16.9091
O, 6.2162, 2.5762, 21.8919
O, 2.4641, 9.0579, 14.0989
O, 0.4235, 4.4844, 11.8522
O, 0.82, 8.312, 20.9297
O, 9.3634, 3.8274, 10.3458
O, 9.6714, 2.3759, 12.5209
O, 7.6326, 8.5648, 19.3916
O, 2.5925, 8.1859, 11.3635
O, 4.0141, 3.0387, 15.328
O, 0.838, 4.4931, 14.4287
O, 10.0563, 2.9914, 18.9447
O, 9.152, 7.7951, 12.9187
O, 10.5146, 0.5316, 20.0674
O, 6.0503, 5.0081, 11.9344
O, 8.1542, 2.7457, 17.0092
O, 3.5308, 5.4531, 16.7022
O, 4.7049, 9.1138, 10.3466
O, 1.5445, 6.6709, 13.1607
O, 4.7715, 5.4974, 14.3244
O, 2.0431, 3.8503, 20.9208
O, 10.5482, 1.4097, 16.9307
O, 0.9462, 6.0663, 16.5513
O, 7.34, 10.9512, 21.9325
O, 5.9337, 0.9095, 19.9134
O, 6.1497, 9.9798, 12.3466
O, 2.8791, 0.5375, 15.5724
O, 7.1021, 7.9478, 10.6838
O, 10.2529, 8.0116, 18.6826
O, 3.4563, 9.1955, 16.5677

Results
free energy: -137021.898 eV
free energy less fixed offsets of B -154.04, O -568.88, Si -635.61 eV per atom: 5.232 eV

Forces (eV/angstrom), in the order of the atoms: element, x, y, z
Si, -0.0021, 0.0005, 0.0048
Si, -0.0016, 0.0021, 0.0036
Si, 0.0027, -0.0011, 0.005
Si, 0.0008, -0.0019, 0.003
Si, -0.0002, 0.0034, 0.0023
Si, -0.0031, -0.0003, 0.0041
Si, 0.0005, -0.0026, 0.0019
Si, 0.0026, -0.0001, 0.0054
Si, 0.0011, 0.0012, 0.0003
Si, -0.0003, 0.0001, 0.0007
Si, 0.0006, 0.0001, -0.0007
Si, 0.0009, -0.0002, 0.001
Si, -0.0011, -0.0006, 0.0005
Si, 0, 0.0013, -0.001
Si, -0.0004, 0.0024, 0.0019
Si, -0.0013, 0.0007, -0.0004
Si, 0, -0.0014, 0
Si, 0.001, -0.0007, -0.0008
Si, -0.0003, -0.0011, 0.0011
Si, -0.001, -0.0008, -0.002
Si, -0.0004, 0, -0.0004
Si, -0.0007, -0.0015, 0.0006
Si, 0.0007, 0.0003, -0.0012
Si, -0.0003, -0.0006, 0.001
Si, -0.0005, -0.001, 0.0001
Si, -0.0003, 0.0006, 0.0005
Si, -0.0019, 0.0005, -0.0022
Si, 0.0002, 0.0002, 0.0006
Si, 0.0001, 0.0003, 0.0015
Si, -0.0001, 0.0007, 0.0016
Si, 0.0008, 0.0002, -0.0039
Si, -0.0004, -0.0001, -0.0019
Si, -0.0007, 0.0035, 0.0001
Si, -0.0007, -0.0006, 0.0001
Si, -0.001, -0.0023, 0.0001
Si, 0.0027, -0.0006, -0.0009
Si, 0.0001, -0.0013, -0.0001
Si, -0.0002, 0.0027, -0.0009
Si, 0.0028, -0.0014, -0.0001
Si, -0.0013, -0.0017, -0.0006
Si, 0.0005, -0.0013, 0.0009
Si, -0.0011, 0.0011, -0.0007
Si, 0.0017, 0.0002, 0.0001
Si, -0.0012, 0.0005, 0.0011
Si, -0.0018, 0.0017, -0.0007
Si, 0.0007, -0.0011, 0.0009
Si, -0.0011, 0.0003, 0.0009
Si, 0.0025, -0.0012, -0.0001
Si, 0.0003, 0.0009, -0.0002
Si, -0.0015, 0.0007, 0.0003
Si, -0.0007, -0.0002, -0.0016
Si, 0, -0.0009, 0.002
Si, 0, -0.0013, 0.0001
Si, 0.0008, 0.0015, -0.0013
Si, 0.0003, -0.0002, 0.0019
Si, 0.0002, -0.0011, -0.0013
Si, -0.0006, -0.0006, -0.0001
Si, 0.0066, 0.0002, 0.0009
Si, -0.0032, 0.0003, 0.0007
Si, -0.0026, 0.0022, 0.0005
Si, 0.0018, 0.0065, 0.0019
Si, -0.0002, -0.0021, -0.0004
Si, -0.0005, 0.0029, -0.0004
Si, -0.0023, -0.0018, 0.0014
Si, -0.0023, -0.0035, -0.0006
Si, -0.0008, 0.0042, -0.0014
Si, 0.0069, -0.005, 0.0023
Si, -0.009, -0.0002, 0.0008
Si, -0.0031, 0.0003, -0.005
Si, -0.0006, -0.0093, -0.0002
Si, -0.0033, -0.0045, 0.0004
Si, -0.0026, -0.0037, 0.0008
Si, -0.0059, 0.0023, -0.0076
Si, 0.0032, -0.0039, -0.0002
Si, -0.0024, 0.0051, -0.0005
Si, 0.0114, -0.008, -0.0006
Si, 0.0079, 0.0042, 0.0017
Si, 0.0003, 0.0078, -0.0006
Si, 0.0005, -0.0034, -0.003
Si, 0.0032, 0.0035, 0.0023
Si, 0.0112, 0.0027, -0.0096
Si, -0.0037, -0.0023, 0.0028
Si, -0.0053, 0.0056, 0.0066
Si, -0.0053, -0.0072, -0.0143
Si, 0.0007, 0.0023, 0.0045
Si, -0.0085, 0.0051, 0.0002
Si, -0.0084, -0.0105, -0.0012
Si, 0.0056, -0.0025, 0.0055
Si, 0.0061, -0.0027, 0.0114
Si, -0.0011, 0.0026, -0.0088
Si, 0.011, -0.0077, -0.0213
Si, 0.0052, 0.0106, 0.0257
Si, -0.0032, -0.0041, -0.0179
B, 0.0154, 0.0093, -0.0006
Si, -0.0178, -0.0045, 0.028
Si, 0.0037, 0.0017, -0.0193
O, 0.0001, 0.0002, -0.0018
O, 0.001, 0.0004, -0.0009
O, -0.0001, -0.0007, -0.0027
O, -0.0004, -0.0008, -0.0016
O, -0.01, 0.0093, -0.0006
O, -0.0037, 0.0032, 0.0028
O, 0.0075, -0.0049, -0.0045
O, 0.0054, -0.0018, 0.0019
O, 0.0007, -0.007, 0.0014
O, -0.0049, 0.0006, 0.0071
O, -0.0023, 0.0039, -0.0085
O, -0.0026, 0.0022, 0.0065
O, 0.003, -0.0041, 0.0096
O, -0.0003, -0.0015, -0.0012
O, -0.003, 0.0047, 0.0085
O, 0.004, -0.0029, 0.0114
O, -0.0017, 0.0015, -0.0033
O, 0.0013, -0.0026, -0.0035
O, -0.0022, 0.0013, -0.0038
O, 0.0021, -0.0018, -0.0038
O, 0.0014, -0.0014, -0.0032
O, -0.0017, 0.0018, -0.0035
O, 0.0024, -0.0022, -0.0046
O, -0.0022, 0.0016, -0.0038
Si, 0, 0, 0.0008
Si, -0.0002, 0.0004, -0.0033
Si, 0.0001, -0.0001, -0.0031
Si, -0.0002, -0.0001, 0.0002
Si, -0.0003, 0, 0.0026
Si, 0.0003, 0.0003, -0.0042
Si, -0.0004, -0.0001, 0.0053
Si, 0, 0.0001, -0.0037
Si, 0.0001, -0.0003, -0.0032
Si, -0.0003, 0.0007, -0.0037
Si, 0.0005, -0.0006, 0.0046
Si, 0.0003, 0.0003, -0.0022
Si, -0.0031, 0.0015, -0.0122
Si, 0.0001, 0.0004, 0.0028
Si, 0.0004, -0.0002, 0.003
Si, 0.0007, -0.0012, -0.0078
Si, -0.0001, 0.0001, -0.0019
Si, 0.0001, 0, -0.0016
Si, 0.0001, 0.0002, 0.003
Si, 0.0019, -0.0046, -0.0043
Si, 0.0001, 0.0001, 0.0001
Si, 0.0002, -0.0004, 0.0023
Si, 0.0006, -0.0001, -0.0044
Si, 0.0002, -0.0002, 0.0025
Si, -0.0002, 0, -0.0036
Si, 0.0005, -0.0006, -0.0037
Si, 0.0001, -0.0002, 0.0004
Si, 0, 0.0009, 0.0053
Si, 0.0003, 0.0001, 0.0016
Si, -0.004, 0.0053, -0.0056
Si, 0.0007, 0.0003, -0.0032
Si, 0, 0.0001, -0.0021
Si, 0.0007, -0.0003, -0.0055
Si, -0.0014, -0.0003, -0.0043
Si, -0.0001, -0.0003, -0.0021
Si, -0.0002, 0.0003, 0.0027
Si, -0.0004, 0.0004, 0.0046
Si, -0.0001, 0, 0.0003
O, 0.0001, 0, 0.0014
O, 0.0003, -0.0005, -0.0007
O, 0, 0.0001, 0.0005
O, 0, 0, 0.0003
O, 0.0003, 0, 0.0016
O, 0.0001, 0.0001, -0.0006
O, -0.0002, 0.0002, 0.0014
O, 0.0001, 0, -0.0002
O, 0.0003, -0.0001, -0.0011
O, 0, 0.0005, -0.0007
O, 0.0008, 0.0012, -0.0002
O, -0.0006, -0.0001, 0.0022
O, -0.0001, 0, 0.0005
O, 0.0002, -0.0003, 0.0019
O, -0.0007, -0.0007, -0.0022
O, 0.0003, -0.0002, 0.0013
O, 0.0001, 0, -0.001
O, 0.0001, -0.0001, -0.0006
O, -0.0002, 0.0005, 0.002
O, -0.0005, 0.0005, 0.0016
O, -0.0001, 0.0008, -0.0022
O, 0.0003, -0.0002, -0.0007
O, 0.0001, 0, 0.0008
O, 0, -0.0001, -0.0008
O, 0.0001, 0, -0.0007
O, -0.0001, -0.0001, 0.0006
O, -0.0001, 0.0002, -0.0009
O, 0.0012, 0.0008, 0.0028
O, 0, -0.0002, -0.0009
O, 0.0001, -0.0001, 0.0021
O, -0.0004, -0.0007, -0.0027
O, 0.0003, -0.0007, 0.0038
O, 0.0003, 0.0007, -0.0026
O, 0.0002, 0, 0.0015
O, -0.0002, -0.0001, 0.0017
O, -0.0003, -0.0004, 0.0017
O, 0.0001, -0.0002, 0.0015
O, 0.0003, 0.0008, 0.0023
O, -0.0001, 0.0002, 0.0001
O, 0, -0.0006, -0.0017
O, 0.0002, 0.0003, 0.0019
O, 0.0007, 0.0004, 0.0016
O, -0.0002, -0.0005, -0.0025
O, 0.0006, 0.0013, 0.003
O, 0.0005, -0.0003, 0.0019
O, 0.0005, -0.0001, -0.001
O, -0.0006, 0.0003, 0.0026
O, 0.0001, 0.0003, 0.0012
O, 0, 0, 0.0016
O, -0.0001, 0.0002, -0.0014
O, 0, -0.0007, 0.002
O, 0.0002, -0.0003, -0.001
O, -0.0003, 0.0012, 0.0026
O, 0.0001, 0, 0.0001
O, 0.0001, 0.0001, 0.0005
O, 0.0011, 0.0006, 0.002
O, -0.0002, -0.0007, 0.0015
O, -0.0001, -0.0003, 0.0018
O, 0.0007, -0.0003, -0.0027
O, 0.0001, 0, 0.0003
O, 0, -0.0002, 0.0004
O, -0.0001, 0.0008, -0.0016
O, -0.0008, 0, -0.0015
O, 0.0001, 0.0001, 0.0014
O, 0.0001, -0.0002, 0.0011
O, -0.0013, 0.0001, 0.0024
O, -0.0002, -0.0001, -0.0006
O, 0.0002, 0.0002, 0.0003

The program warned: the cutoff lies below the one the program advises for these potential files; the exchange-correlation potential is rough where the density is thin.
